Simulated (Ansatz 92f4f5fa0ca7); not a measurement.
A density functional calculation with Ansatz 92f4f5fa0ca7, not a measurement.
Periodic cell of 220 atoms, Si131O87Al1F1, from a study of silicon, its oxide and their interface. The atomic structure is a simulated model.
Doubt: the cutoff is far below the 930 eV that the study's wrapper takes by default for these files, so forces and energies are approximate.
Doubt: the program's own warning below bears on the result.
This geometry differs little from another in the collection (a relaxation step or a small displacement).

Settings
functional: PBE
potential files: Ansatz PAW
basis: plane waves
wave-function cutoff: 580 eV
density cutoff ratio: 5
exchange-correlation grid ratio: 1
k mesh: 1 x 1 x 1, Gamma-centred
self-consistency stop: 5e-08 eV per atom in the density residual
occupations: fixed
spin: none
net charge: 0

Cell vectors (angstrom)
a 10.938 0 0
b 0 10.938 0
c 0 0 32.539

Atoms and the computed forces on them: element, x, y, z (angstrom), force x, y, z (eV/angstrom)
Si -0.2657 0.2818 25.149 0.012 -0.0117 0.0069
Si 5.6597 -0.3027 25.1542 -0.0158 0.0205 0.041
Si 2.3608 2.9821 25.0429 0.0103 -0.0096 0.0027
Si 8.4609 2.5086 25.1062 -0.0227 0.0198 0.035
Si 0.1229 5.2274 24.9207 -0.017 0.0238 0.0303
Si 5.2175 5.7752 25.0677 0.0093 -0.009 0.0128
Si 2.9761 7.9966 25.0192 -0.0249 0.0179 0.0359
Si 7.8919 8.4255 25.0846 0.0135 -0.0128 0.0056
Si 1.302 1.4272 26.458 0.0071 -0.0081 0.0008
Si 6.8205 1.3608 26.3713 0.0009 -0.0026 -0.0107
Si 4.0377 4.1249 26.303 0.0046 -0.0015 0.0057
Si 9.5792 4.1099 26.4016 0.0019 0.0005 -0.0096
Si 1.3228 6.8241 26.2637 0.0073 -0.006 -0.0048
Si 6.7768 6.8689 26.4438 0.0032 -0.0048 -0.0019
Si 4.0779 9.5193 26.4572 0.0014 0 -0.0119
Si 9.5167 9.5767 26.3757 0.0033 -0.0021 0.0062
Si 2.7144 0.0197 27.749 0.0004 0.001 0.0055
Si 8.1844 0.0112 27.7713 -0.0055 0.0029 0.0055
Si -0.028 2.7749 27.8186 -0.0055 0.0047 0.0063
Si 5.4357 2.7594 27.7023 0.0008 -0.0009 0.0099
Si 2.6996 5.4898 27.7201 -0.0082 0.0082 -0.0007
Si 8.1896 5.4815 27.7409 -0.003 -0.0013 0.0077
Si -0.0069 8.2017 27.6995 0.0003 -0.0002 0.0139
Si 5.4505 8.2091 27.8293 -0.0025 0.005 0.0057
Si 4.1018 1.3673 29.1208 0.0248 0.1132 -0.1856
Si 9.5708 1.3673 29.1208 -0.1568 -0.0029 0.2743
Si 1.3673 4.1018 29.1208 0.117 0.2774 0.2341
Si 6.8362 4.1018 29.1208 -0.1271 -0.021 -0.25
Si 4.1018 6.8362 29.1208 -0.3103 -0.2216 0.2114
Si 9.5708 6.8362 29.1208 0.0617 0.0532 -0.2257
Si 1.3673 9.5708 29.1208 -0.1202 -0.0678 -0.233
Si 6.8362 9.5708 29.1208 0.0243 0.147 0.3662
Si 0 0 30.488 -0.0365 -0.0225 -0.0185
Si 5.469 0 30.488 0.0747 -0.0179 0.0029
Si 2.7345 2.7345 30.488 0.0184 0.0412 -0.0193
Si 8.2035 2.7345 30.488 -0.0193 -0.1142 0.0015
Si 0 5.469 30.488 0.0699 0.0039 -0.007
Si 5.469 5.469 30.488 -0.0747 -0.046 -0.0107
Si 2.7345 8.2035 30.488 0.0145 -0.0668 -0.0027
Si 8.2035 8.2035 30.488 0.0185 0.0369 -0.0203
Si 1.3673 1.3673 31.8553 0.0012 -0.0001 -0.0214
Si 6.8362 1.3673 31.8553 -0.0225 0.0632 -0.0056
Si 4.1018 4.1018 31.8553 0.0259 -0.0267 0.002
Si 9.5708 4.1018 31.8553 0.0157 0.0624 -0.0378
Si 1.3673 6.8362 31.8553 -0.0888 0.0038 -0.0209
Si 6.8362 6.8362 31.8553 0.0103 0.021 -0.0266
Si 4.1018 9.5708 31.8553 -0.0398 0.0193 -0.0274
Si 9.5708 9.5708 31.8553 -0.0075 -0.0126 -0.0061
Si 2.7345 0 0.6835 0.038 -0.0391 0.029
Si 8.2035 0 0.6835 -0.0036 -0.0084 0.0096
Si 0 2.7345 0.6835 -0.027 -0.0261 0.0116
Si 5.469 2.7345 0.6835 0.0172 -0.0369 0.0275
Si 2.7345 5.469 0.6835 -0.0006 0.0501 0.0003
Si 8.2035 5.469 0.6835 0.0047 -0.0405 0.0244
Si 0 8.2035 0.6835 0.0644 -0.0142 0.0196
Si 5.469 8.2035 0.6835 -0.0033 -0.0034 0.0173
Si 4.1018 1.3673 2.0507 -0.0391 0.0768 0.0047
Si 9.5708 1.3673 2.0507 0.0625 0.0379 0.0029
Si 1.3673 4.1018 2.0507 -0.0213 0.0311 0.0159
Si 6.8362 4.1018 2.0507 -0.0115 0.0537 0.0251
Si 4.1018 6.8362 2.0507 -0.0241 -0.0598 -0.0183
Si 9.5708 6.8362 2.0507 -0.0187 0.0201 0.0283
Si 1.3673 9.5708 2.0507 -0.0925 0.0084 0.0117
Si 6.8362 9.5708 2.0507 0.0771 0.0083 -0.0093
Si 0 0 3.418 0.1774 0.0825 -0.3341
Si 5.469 0 3.418 0.1277 0.074 0.4558
Si 2.7345 2.7345 3.418 0.2966 -0.2326 0.0302
Si 8.2035 2.7345 3.418 -0.0896 -0.1981 0.0856
Si 0 5.469 3.418 -0.0051 -0.1815 -0.1043
Si 5.469 5.469 3.418 -0.2218 -0.1004 -0.2674
Si 2.7345 8.2035 3.418 0.2529 0.0791 0.0557
Si 8.2035 8.2035 3.418 -0.1334 0.1944 -0.1917
Si 1.433 1.299 4.777 0.0137 -0.0097 -0.0039
Si 6.8612 1.3711 4.8632 -0.0067 -0.0053 -0.0098
Si 4.1689 4.0433 4.7985 0.0454 -0.0036 0.0065
Si 9.5789 4.0731 4.771 0.0292 -0.0166 0.0039
Si 1.4034 6.8002 4.7488 0.0194 -0.0078 0.0024
Si 6.7752 6.8756 4.7346 -0.014 -0.032 -0.0028
Si 4.1218 9.5652 4.8333 0.0109 -0.0147 -0.0156
Si 9.5572 9.6174 4.7442 -0.0079 0.0006 -0.0331
Si 2.8208 -0.0136 6.2669 -0.0103 0.0198 0.0132
Si 8.2647 0.0221 6.2407 -0.0008 0.0236 -0.005
Si 0.0431 2.6664 6.0833 -0.0234 0.0321 -0.0162
Si 5.5708 2.7585 6.3229 -0.0168 0.0257 -0.0018
Si 2.7634 5.4114 6.1022 -0.0366 -0.0131 -0.0211
Si 8.1506 5.4867 6.0003 -0.0237 0.0276 0.0262
Si 0.047 8.2435 5.9844 -0.0005 -0.0081 0.0244
Si 5.4668 8.1993 6.2326 0.0066 0.0094 -0.0358
Si 3.9359 1.6342 7.6282 0.0135 -0.0146 -0.0451
Si 9.9956 1.0933 7.5224 -0.0154 0.0016 0.0167
Si 1.6136 3.7921 7.3761 -0.0047 0.0117 0.0331
Si 6.7185 4.4881 7.5831 0.0287 -0.0012 -0.0431
Si 4.2895 6.5382 7.4648 0.0442 -0.0356 0.2353
Si 9.3538 7.0876 7.1472 0.0056 -0.0234 -0.0616
Si 1.1924 9.6631 7.4454 0.0227 -0.0465 -0.0013
Si 7.1607 9.2945 7.49 0.0078 -0.0187 0.0371
O 1.2667 4.1016 24.4803 0.0109 -0.0107 -0.0117
O 6.792 9.5648 24.5947 0.002 -0.0065 -0.0191
O 2.748 2.7326 7.9192 -0.0289 0.0161 0.0083
O 8.3094 8.1563 7.8574 -0.0322 0.0311 0.0168
O 5.4835 5.5104 7.9915 -0.0997 0.0767 -0.0112
O 0.0867 -0.1448 7.9056 -0.0122 0.0262 0.0003
O 4.1036 6.8815 24.5347 0.0135 -0.0093 -0.0173
O 9.5585 1.3792 24.5931 0.0083 -0.0083 -0.021
O 1.6427 8.8549 8.8208 0.0262 -0.0148 0.0366
O 0.887 4.2542 8.7748 0.0002 -0.002 -0.0145
O 9.7736 1.7877 9.0229 -0.0054 -0.0126 0.0155
O 6.6385 9.8524 8.9608 0.0179 0.007 -0.0039
O 4.4739 1.2385 9.1411 -0.0033 -0.0049 0.0232
O 3.4842 6.9537 8.8515 -0.0885 0.0287 -0.0761
O 7.5421 4.2124 9.0095 0.0039 0.0015 0.0178
O 10.0507 6.2189 8.3264 0.0201 -0.0192 0.0358
O 2.9022 2.1409 23.7329 -0.001 0.0003 -0.0111
O 4.8082 0.2371 23.8624 -0.0001 -0.0019 -0.0181
O 7.918 3.3045 23.7718 -0.0003 -0.0003 -0.0166
O 10.2813 5.7634 23.553 -0.0017 0.004 -0.022
O 8.4259 7.6651 23.7348 -0.0057 0.0052 -0.0076
O 2.4291 8.7552 23.6613 0.0004 0.0011 -0.022
O 6.0407 5.2384 23.7433 -0.0021 0.0038 -0.012
O 0.5406 10.6211 23.8627 -0.0023 0.0062 -0.0107
Si 3.1777 9.2831 11.9219 -0.1591 0.008 -0.1145
Si 8.2004 4.8017 10.3884 0.0013 0.0081 -0.0189
Si 7.0603 4.7607 17.4853 -0.0121 0.0142 -0.0311
Si 4.2983 1.5774 23.105 0.0051 0.0074 0.026
Si 12.4086 3.3112 19.2519 -0.0089 -0.0964 0.0399
Si 7.9969 -2.9403 14.5444 -0.0803 0.0094 -0.0391
Si 1.0762 9.3639 22.9779 -0.004 -0.0115 0.036
Si 4.051 12.8389 20.0943 0.0213 -0.0179 0.0072
Si -2.3716 2.9719 12.6605 -0.0103 0.0011 -0.0092
Si -3.929 14.1592 20.1233 -0.0023 0.0117 0.0082
Al 1.1185 -4.5238 18.5586 0.0421 -0.0022 0.0818
Si 0.8353 11.2302 12.4475 0.0482 -0.1043 0.0757
Si 10.2901 9.8061 14.8292 -0.0547 0 -0.0174
Si -6.0465 3.1504 16.039 0.0077 -0.0075 -0.0213
Si 7.1803 10.2622 10.4474 -0.0117 -0.0218 -0.0253
Si 0.6749 17.7059 15.4845 -0.0657 -0.019 -0.1229
Si -1.3829 4.2328 15.4279 -0.0206 -0.0109 -0.0234
Si -0.0063 5.435 9.4141 0.0101 0.0048 0.0025
Si 4.9937 7.4669 13.4862 0.1245 0.0958 0.0291
Si 6.5494 3.8456 23.0718 0.0031 -0.0059 0.0222
Si 7.4163 7.7034 17.4251 -0.0274 0.0379 -0.0896
Si 9.7992 1.0922 10.5069 0.0069 -0.0107 -0.0053
Si 2.1554 11.5755 18.2052 0.0238 0.0002 -0.0353
Si 9.7993 1.8774 19.7549 -0.0247 -0.0089 -0.016
Si 4.6158 0.781 10.6934 -0.0189 -0.0302 0.0167
Si 2.9947 2.2366 13.0054 -0.0355 -0.017 -0.0418
Si 2.202 7.5643 9.652 0.1274 -0.0103 0.0855
Si 5.8571 9.673 15.6348 0.0346 -0.0916 -0.0996
Si 3.1373 5.0573 14.3978 0.0546 0.001 -0.0393
Si 9.6841 7.1338 22.8387 0.0075 -0.0072 0.0319
Si 11.2537 10.1971 20.2312 -0.0038 0.0118 0.0237
Si 7.3076 -3.5841 11.7704 -0.0136 -0.007 0.0523
Si -1.4316 7.549 19.7703 -0.0855 0.092 0.0871
Si 3.567 0.5696 15.7505 0.0355 -0.0332 -0.0276
Si 9.617 12.3906 16.5565 -0.0163 -0.0091 -0.0333
Si 7.0458 1.5295 14.7782 -0.0218 -0.0402 -0.0111
O 4.2941 10.009 15.7314 -0.043 0.042 0.0219
O 10.2169 -0.0293 16.0684 0.0119 0.0114 0.0142
O 8.6558 -0.051 10.4533 0.0592 -0.0057 0.0186
O 0.1146 8.3183 14.9384 0.0354 -0.0296 0.025
O 4.3579 -4.7599 14.1807 -0.0761 -0.1034 0.0521
O 2.8365 13.9457 20.171 -0.0298 0.0313 -0.0155
O 1.8219 6.0124 14.4975 -0.0229 0.0153 0.0273
O -1.7801 14.8522 13.8521 0.0104 0.008 0.02
O -2.8838 1.5734 16.0432 0.0254 0.0077 0.0196
O -1.0946 4.7919 10.4438 0.0068 0.0038 -0.0017
O 10.3373 -4.4562 18.9455 0.109 -0.0554 -0.0511
O 8.2933 7.4276 16.0197 0.033 -0.0182 0.0697
O -3.1961 1.7333 13.3307 0.0045 0.0036 0.0005
O 3.396 12.1845 14.2713 -0.0047 0.0323 0.0106
O 1.3366 9.9137 21.4776 -0.0048 0.0025 -0.0321
O 8.1654 7.1297 13.1886 0.0399 -0.0168 -0.0284
O 8.2925 2.2198 20.3181 0.012 -0.0035 0.0012
O 10.2327 8.9831 19.9842 0.0159 -0.0102 -0.0095
O 4.1334 1.1816 21.5538 -0.0035 0.0027 -0.0174
O -3.6468 8.9192 11.3782 -0.0195 0.0304 -0.0062
O 6.8014 4.0838 21.493 0.0013 -0.0028 -0.0128
O 8.175 7.9607 18.818 0.034 -0.0119 0.0345
O 12.1401 10.4711 18.8954 -0.0067 -0.0138 0.007
O 6.5577 6.327 17.5151 -0.0014 -0.023 0.0178
O -2.716 4.5177 16.356 0.0046 -0.0023 0.0128
O 9.6299 2.218 11.6755 0.0064 -0.007 -0.0029
O 10.7014 10.7615 13.5715 0.1442 0.0135 -0.119
O 5.9137 2.7222 14.8147 -0.002 0.0092 0.0089
O 6.455 10.9377 14.838 0.0079 0.0536 0.0138
O -0.5217 16.5547 15.4095 0.0235 0.0172 0.0237
O -2.2239 -1.51 14.4343 0.0693 0.0334 0.0131
O 3.9951 1.8726 11.7463 -0.0463 -0.0131 0.0327
O -7.3463 11.6832 19.0122 -0.0079 0.0001 0.004
O 2.7259 7.946 11.1456 0.0055 0.2233 -0.0554
O 5.7838 6.946 12.1885 -0.0079 -0.0371 -0.0401
F 2.0025 -3.5632 19.6306 -0.0405 -0.0524 -0.0504
O 6.2002 8.2901 14.5393 -0.0452 0.0134 0.0103
O 9.1548 6.9815 21.2986 0.0055 -0.0019 -0.041
O 1.4536 12.7293 12.688 0.0827 -0.0163 0.0147
O -0.0567 8.2134 22.9595 0.0043 0.0043 -0.0115
O 6.518 9.0559 16.9856 0.0204 -0.0078 0.0724
O -3.4479 4.2778 18.9675 0.0063 -0.0065 0.0118
O 2.2574 0.2045 16.6154 -0.0195 0.0011 0.0327
O -0.013 3.0569 19.9777 0.0249 0.0235 -0.0054
O 1.595 4.7443 18.6116 -0.0149 0.1065 -0.0195
O 3.9094 10.2534 10.8479 -0.1269 -0.0918 0.1668
O 5.4059 2.7342 23.3398 -0.0021 -0.0001 -0.0057
O 3.6493 4.146 15.6569 -0.012 -0.0026 0.0144
O 5.5729 13.418 19.7691 -0.0052 -0.0014 0.0001
O -3.2689 3.9273 11.666 0.0024 -0.0109 0.0157
O 4.0963 8.7607 13.1775 -0.0797 0.0279 -0.0507
O 6.183 0.4724 11.0465 -0.0255 0.0352 0.0057
O 9.6063 1.4847 18.1652 0.0092 0.0032 0.0284
O -0.6328 13.7854 15.9603 0.0043 0.006 0.008
O 4.3991 1.6973 16.5998 -0.0022 0.0073 0.0132
O 1.5036 13.0579 18.1098 -0.0036 0.026 0.0108
O 5.7291 -7.0313 17.1647 0.0076 0.005 0.0138
O 1.027 6.5094 10.049 0.0551 0.0181 -0.003
O 1.3008 7.0074 16.9109 0.0093 -0.0061 0.031
O 1.9729 10.0841 12.6195 0.1119 -0.0164 -0.1635
O 7.7796 6.3813 10.5871 0.0109 -0.0185 -0.0143
O 11.1697 0.2956 10.9297 -0.017 0.0293 -0.0046
O 10.3275 11.5046 20.5643 0.0082 -0.0075 -0.001
O 3.0253 3.8745 13.2305 0.0001 -0.0422 0.0003

Results
free energy: -135997.429 eV
free energy less fixed offsets of Al -1619.15, F -1619.15, O -568.88, Si -635.61 eV per atom: -1.659 eV

The program warned: the cutoff lies below the one the program advises for these potential files; the model core charge is not resolved on the grid; the exchange-correlation potential is rough where the density is thin.
